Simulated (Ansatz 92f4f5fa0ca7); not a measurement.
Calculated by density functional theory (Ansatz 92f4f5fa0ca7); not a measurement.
Periodic cell of 288 atoms, Si194O94, from a study of silicon, its oxide and their interface. The atomic structure is a simulated model.
Doubt: the cutoff is far below the 930 eV that the study's wrapper takes by default for these files, so forces and energies are approximate.

Settings: functional PBE; potential files Ansatz PAW; basis plane waves; wave-function cutoff 580 eV; density cutoff ratio 5; exchange-correlation grid ratio 1; k mesh 1 x 1 x 1, Gamma-centred; self-consistency stop 5e-08 eV per atom in the density residual; occupations fixed; spin none; net charge 0.

Cell vectors (angstrom)
a  11.6015  0  0
b  0  10.938  0
c  0  0  41.2787

Atoms: element, x, y, z (angstrom)
Si  0  0  0.9665
Si  3.8672  0  0.9665
Si  7.7343  0  0.9665
Si  1.9336  1.3673  0.9665
Si  5.8008  1.3673  0.9665
Si  9.6679  1.3673  0.9665
Si  0  5.469  0.9665
Si  3.8672  5.469  0.9665
Si  7.7343  5.469  0.9665
Si  1.9336  6.8362  0.9665
Si  5.8008  6.8362  0.9665
Si  9.6679  6.8362  0.9665
Si  1.9336  2.7345  40.3116
Si  5.8008  2.7345  40.3116
Si  9.6679  2.7345  40.3116
Si  0  4.1018  40.3116
Si  3.8672  4.1018  40.3116
Si  7.7343  4.1018  40.3116
Si  1.9336  8.2035  40.3116
Si  5.8008  8.2035  40.3116
Si  9.6679  8.2035  40.3116
Si  0  9.5708  40.3116
Si  3.8672  9.5708  40.3116
Si  7.7343  9.5708  40.3116
Si  0  0  4.8337
Si  3.8672  0  4.8337
Si  7.7343  0  4.8337
Si  1.9336  1.3673  4.8337
Si  5.8008  1.3673  4.8337
Si  9.6679  1.3673  4.8337
Si  0  5.469  4.8337
Si  3.8672  5.469  4.8337
Si  7.7343  5.469  4.8337
Si  1.9336  6.8362  4.8337
Si  5.8008  6.8362  4.8337
Si  9.6679  6.8362  4.8337
Si  1.9336  2.7345  2.9001
Si  5.8008  2.7345  2.9001
Si  9.6679  2.7345  2.9001
Si  0  4.1018  2.9001
Si  3.8672  4.1018  2.9001
Si  7.7343  4.1018  2.9001
Si  1.9336  8.2035  2.9001
Si  5.8008  8.2035  2.9001
Si  9.6679  8.2035  2.9001
Si  0  9.5708  2.9001
Si  3.8672  9.5708  2.9001
Si  7.7343  9.5708  2.9001
Si  0.1298  -0.2287  30.7079
Si  3.8111  0.2549  30.6385
Si  9.7209  0.9422  30.6512
Si  1.7628  1.3706  30.6892
Si  5.6723  1.6665  30.4737
Si  7.9423  -0.5493  30.4172
Si  0.0679  5.262  30.6966
Si  5.338  7.0902  30.4238
Si  8.2151  5.7241  30.0828
Si  1.9067  6.6841  30.7227
Si  3.8147  5.3677  30.6102
Si  10.0711  6.9224  30.5304
Si  1.9458  2.6794  32.6097
Si  5.8552  2.7153  32.5753
Si  9.6821  2.4607  32.5399
Si  -0.0419  3.9248  32.6014
Si  3.8903  4.0611  32.5569
Si  7.8492  3.9002  32.6705
Si  1.9898  8.1517  32.5978
Si  5.674  8.2232  32.4919
Si  9.7067  8.0832  32.546
Si  0.0333  9.46  32.6647
Si  3.8333  9.6932  32.5486
Si  7.7057  9.3779  32.5211
Si  0.035  -0.0625  34.5677
Si  3.8621  -0.0134  34.5534
Si  7.7392  -0.0927  34.4541
Si  1.9401  1.3436  34.5591
Si  5.8079  1.3146  34.4912
Si  9.6884  1.2504  34.5409
Si  -0.007  5.3953  34.4912
Si  3.8765  5.4163  34.5048
Si  7.7392  5.4422  34.4812
Si  1.9422  6.7774  34.5233
Si  5.7803  6.8086  34.4441
Si  9.6826  6.7748  34.5172
Si  1.935  2.7328  36.4655
Si  5.8172  2.7038  36.4261
Si  9.6601  2.7069  36.427
Si  -0.0065  4.0802  36.4567
Si  3.8834  4.078  36.4543
Si  7.733  4.1001  36.433
Si  1.9411  8.1702  36.4485
Si  5.805  8.1617  36.4139
Si  9.667  8.178  36.4364
Si  0.0105  9.526  36.4858
Si  3.8741  9.5379  36.4605
Si  7.7284  9.548  36.4374
Si  0  0  38.378
Si  3.8672  0  38.378
Si  7.7343  0  38.378
Si  1.9336  1.3673  38.378
Si  5.8008  1.3673  38.378
Si  9.6679  1.3673  38.378
Si  0  5.469  38.378
Si  3.8672  5.469  38.378
Si  7.7343  5.469  38.378
Si  1.9336  6.8362  38.378
Si  5.8008  6.8362  38.378
Si  9.6679  6.8362  38.378
Si  1.9663  2.7003  6.8204
Si  5.7712  2.7908  6.7115
Si  9.6738  2.7273  6.7789
Si  0.0222  4.0559  6.7046
Si  3.8438  4.1569  6.797
Si  7.74  4.0852  6.722
Si  1.9147  8.2386  6.8039
Si  5.797  8.2519  6.7353
Si  9.6626  8.2578  6.7118
Si  -0.0079  9.6395  6.7996
Si  3.8557  9.598  6.803
Si  7.7344  9.6228  6.7668
Si  0.0182  0.1072  8.7316
Si  3.9306  -0.0295  8.7954
Si  7.7148  0.1379  8.6503
Si  1.9963  1.3804  8.8426
Si  5.7588  1.4758  8.64
Si  9.6472  1.4916  8.8058
Si  -0.0144  5.4643  8.5643
Si  3.8583  5.5532  8.7511
Si  7.6958  5.4755  8.6061
Si  1.8753  6.8837  8.7764
Si  5.822  6.8901  8.6409
Si  9.6481  6.8308  8.5608
Si  1.916  2.8743  10.7177
Si  5.7215  2.7908  10.6179
Si  9.4905  2.9659  10.7725
Si  -0.047  4.1567  10.4978
Si  3.8351  4.2622  10.7412
Si  7.5707  4.341  10.6742
Si  1.2918  7.8224  10.957
Si  6.1863  8.0432  10.6389
Si  9.7017  8.3316  10.3627
Si  -0.0517  9.6912  10.6258
Si  4.5565  9.8112  10.8908
Si  7.8436  9.6668  10.5055
Si  -0.1335  0.4296  13.4562
Si  5.5894  0.792  11.9987
Si  7.6618  -0.1174  12.5335
Si  1.9347  2.656  13.1617
Si  4.6086  1.3876  14.0054
Si  8.9082  1.8637  12.9029
Si  0.1488  5.8896  12.0369
Si  1.4958  4.9466  13.7095
Si  7.4493  6.3865  12.0421
Si  3.0486  8.647  12.2511
Si  5.9455  5.7281  14.7509
Si  9.7293  6.9948  12.2306
O  3.8324  7.2745  12.8107
O  6.9503  6.3352  13.6259
O  6.6473  4.4926  15.529
O  1.2511  1.2605  13.7041
O  7.5445  9.7343  13.8543
O  5.5583  6.854  15.8646
O  5.7516  12.903  15.0598
O  8.0271  2.8333  13.9444
O  2.6363  9.6456  13.5501
O  4.641  5.1266  13.9894
O  3.4921  2.5625  13.6822
O  11.4393  10.7133  11.9634
O  8.4245  5.1142  28.5672
O  4.0371  10.3734  29.2251
O  3.8008  4.5276  29.1512
O  0.4829  9.9157  29.2604
O  6.7514  11.4476  30.0143
O  6.8697  6.6446  30.0694
O  0.1949  4.5357  29.1829
O  5.7367  2.7748  29.2283
O  4.7366  7.87  29.0732
O  1.2767  2.1393  29.287
O  13.3071  7.5511  29.2919
O  8.0628  9.2762  29.1641
Si  -0.0715  5.2243  18.7671
Si  10.6528  8.7285  14.7966
Si  2.8867  2.6301  26.4226
Si  4.584  9.2493  28.2109
Si  -0.8789  3.7612  22.9592
Si  -1.9865  2.0777  20.8183
Si  13.8631  3.8432  23.6345
Si  2.2316  6.9131  23.5838
Si  8.3139  4.2667  24.5793
Si  7.5096  8.8274  27.6731
Si  9.8176  1.6537  27.6082
Si  0.4319  8.3817  28.6942
Si  5.5633  10.6698  24.2422
Si  2.9938  8.3395  18.1588
Si  -0.2469  12.9708  18.356
Si  2.4221  11.3072  17.5701
Si  4.1729  4.1301  21.1895
Si  9.6715  10.2646  25.8441
Si  5.2445  10.4868  21.3425
Si  7.8875  1.4079  25.32
Si  3.002  10.545  25.9852
Si  0.6065  8.7726  25.5306
Si  7.3074  0.6032  19.7015
Si  5.3593  8.3899  16.354
Si  4.9795  3.846  28.2462
Si  3.4608  10.4293  14.7666
Si  4.5086  1.6289  19.4499
Si  7.0569  2.9438  15.275
Si  3.5529  5.6185  12.8539
Si  6.7654  5.5509  22.1033
Si  1.032  6.7265  16.2863
Si  5.0588  8.1184  23.0427
Si  0.6382  3.2553  28.285
Si  8.6712  1.2113  17.0377
Si  7.4507  5.6021  27.3544
Si  7.9939  9.655  15.4292
Si  2.2552  6.4471  20.5453
Si  9.298  5.0142  20.6307
O  0.0193  3.6418  18.374
O  10.3409  4.9605  21.9053
O  2.666  7.6917  19.5995
O  2.419  5.3882  24.1157
O  3.6853  7.6306  23.7662
O  2.3385  7.4365  16.9573
O  -2.6288  3.4616  20.2195
O  9.9305  4.1047  24.3522
O  2.5047  11.0052  15.9716
O  1.752  6.9581  22.0173
O  11.8045  7.8588  15.4933
O  9.3066  8.7205  15.7233
O  4.046  3.1057  19.9332
O  1.4192  5.5091  15.2811
O  1.5894  10.0573  25.3543
O  10.7133  9.2735  25.0952
O  2.3766  9.8424  18.2849
O  7.4113  7.2315  27.3458
O  -0.7745  1.5667  19.8375
O  3.74  1.2221  18.0636
O  2.7378  1.032  26.742
O  8.1546  0.3624  18.3365
O  6.1423  1.6918  19.3049
O  6.0394  9.5174  27.5201
O  1.0902  7.6101  24.5086
O  6.4953  0.5657  25.2837
O  8.3919  1.8896  26.814
O  1.7864  3.5653  27.1731
O  8.4721  9.4044  26.5018
O  4.4544  9.2439  15.3175
O  0.0874  6.1172  17.4379
O  3.2485  3.5226  22.3853
O  7.5929  5.113  23.421
O  3.6091  5.5765  20.7302
O  7.8007  2.5366  16.6764
O  4.1466  0.4741  20.5653
O  5.9658  6.9043  22.4896
O  4.3578  3.0939  26.941
O  6.5288  -0.6908  20.3356
O  5.7196  4.3722  21.6615
O  8.0635  5.0369  25.9716
O  5.6955  11.2751  22.7224
O  -1.4092  2.3415  22.3212
O  3.5264  9.3327  26.9583
O  5.8983  9.0549  24.1128
O  1.1044  5.5416  19.8454
O  10.3831  0.2089  27.0399
O  1.1064  12.1757  17.9561
O  10.0836  5.683  19.3766
O  4.608  8.402  17.8192
O  9.0496  0.3869  24.7492
O  7.9023  5.801  20.9433
O  10.9762  2.7615  27.3603
O  5.9633  4.9874  27.6217
O  2.7235  2.8435  24.8216
O  7.6562  2.7701  24.4781
O  6.8193  9.1166  16.4254
O  0.5473  8.2701  27.0727
O  8.4627  0.2389  15.7631
O  0.7063  3.6071  23.2214
O  4.0322  10.8245  24.7605
O  10.2219  1.6564  17.2414
O  8.377  1.0289  20.86
O  4.6259  9.0444  21.7582
O  9.5266  1.7319  29.1965
O  10.2014  8.1253  13.3636
O  -1.2547  1.5924  13.6333
O  11.2475  -0.7086  14.5876
O  -1.002  7.7517  29.1692
O  7.9552  4.5068  31.1176

Results
free energy: -176783.338 eV
free energy less fixed offsets of O -568.88, Si -635.61 eV per atom: -0.278 eV

Forces (eV/angstrom), in the order of the atoms: element, x, y, z
Si  -0.0021  0.0425  0.0234
Si  0.0027  0.0495  0.0174
Si  0.0007  0.0465  -0.0003
Si  -0.0011  -0.0606  0.0071
Si  0.0006  -0.0189  -0.0125
Si  0.0016  -0.0618  0.0019
Si  -0.0054  0.0111  -0.0058
Si  -0.0003  0.0501  0.0003
Si  0.0017  0.0329  -0.0076
Si  -0.0066  -0.0605  0.0034
Si  0.0051  -0.0471  -0.0116
Si  0.0039  -0.009  -0.03
Si  0.0069  0.0313  0.0218
Si  -0.0004  0.0338  -0.0056
Si  -0.0025  0.0498  0.0082
Si  0.002  -0.0209  -0.0129
Si  0.0023  -0.0459  -0.0075
Si  0.0012  -0.0495  -0.0207
Si  0.0051  0.0357  0.0145
Si  0.0066  0.0641  -0.0158
Si  -0.0099  0.0304  -0.0039
Si  -0.0127  -0.0137  0.0137
Si  0.0026  -0.0255  0.0014
Si  0.0109  -0.0534  -0.0113
Si  0.0036  0.1753  -0.0257
Si  -0.0672  0.0902  0.1066
Si  0.009  0.2197  -0.1448
Si  0.1106  -0.0601  0.1741
Si  -0.0796  0.0063  -0.1578
Si  -0.0157  -0.1214  0.0597
Si  0.0927  0.0056  -0.2251
Si  -0.0801  0.1507  0.0751
Si  0.0342  0.14  -0.1549
Si  -0.0345  0.1139  0.2485
Si  0.0058  0.0332  -0.0236
Si  -0.0093  0.0829  -0.1876
Si  -0.0179  0.1064  0.0579
Si  -0.0059  -0.0105  -0.0123
Si  0.0087  0.0855  0.0351
Si  -0.0061  0.0438  -0.0644
Si  0.0012  -0.0532  0.0016
Si  0.0055  -0.0043  -0.0321
Si  -0.0194  0.0787  0.0258
Si  0.0006  0.008  -0.0371
Si  0.0238  -0.043  -0.0496
Si  0.004  -0.0673  0.0111
Si  0.0138  -0.0824  0.0441
Si  -0.0144  -0.0483  0.0125
Si  0.1045  -0.0506  -0.1893
Si  -0.0495  0.0822  -0.2626
Si  0.0325  -0.102  -0.4185
Si  -0.0717  -0.0504  -0.3345
Si  0.0541  0.173  -0.3659
Si  0.0055  -0.1776  -0.1445
Si  0.2627  -0.1206  -0.2538
Si  0.0359  0.0366  -0.2079
Si  -0.3624  -0.0863  -0.5242
Si  -0.0733  0.2782  -0.0675
Si  0.0245  0.0239  -0.4503
Si  0.3152  0.0017  -0.0864
Si  0.0724  0.2245  0.2113
Si  -0.1977  -0.0593  0.1724
Si  0.3069  -0.1319  0.2812
Si  0.0474  -0.0226  0.0865
Si  -0.0614  -0.2221  0.2398
Si  -0.1407  0.0378  -0.3314
Si  -0.0165  0.0758  0.0556
Si  -0.1797  0.0115  0.203
Si  0.1695  0.2905  0.3119
Si  -0.1491  -0.231  0.132
Si  -0.1593  -0.0603  0.1206
Si  0.1193  0.0397  0.0367
Si  0.017  0.0655  -0.1167
Si  -0.0487  0.0913  -0.069
Si  -0.0752  0.0141  -0.1316
Si  0.0196  -0.1105  -0.0456
Si  0.1  -0.083  -0.0554
Si  -0.0121  -0.1183  -0.0301
Si  0.0479  0.0757  -0.0361
Si  -0.0514  0.092  0.006
Si  0.1023  0.0923  -0.081
Si  0.043  -0.0754  -0.0969
Si  -0.0987  -0.0214  -0.1852
Si  -0.0014  -0.0543  -0.145
Si  -0.0073  0.0717  -0.063
Si  0.0003  0.0629  -0.0118
Si  -0.0065  0.059  -0.0154
Si  0.0337  -0.0436  -0.0565
Si  -0.0005  -0.0685  -0.072
Si  -0.0345  -0.1487  0.0246
Si  -0.0143  -0.0074  -0.0369
Si  0.0216  0.085  -0.0031
Si  -0.0068  0.0784  -0.0525
Si  -0.0007  -0.0565  -0.0735
Si  0.0278  -0.0584  -0.0693
Si  -0.0038  -0.0978  -0.074
Si  0.0173  0.0197  0.0884
Si  0.013  -0.0313  0.0134
Si  -0.019  -0.0239  -0.0875
Si  0.0022  -0.1447  0.0792
Si  0.0363  -0.0951  -0.0515
Si  -0.0347  -0.0802  -0.0272
Si  -0.0497  0.0161  -0.0064
Si  0.0447  0.0004  0.0045
Si  0.0076  -0.0062  -0.0314
Si  0.0326  -0.1733  0.0766
Si  -0.0076  -0.1287  -0.0888
Si  -0.0052  -0.113  0.0107
Si  0.0809  0.1174  -0.0088
Si  0.0091  0.0138  0.0013
Si  0.0267  0.1014  -0.0085
Si  -0.0107  -0.0631  0.1178
Si  -0.0208  -0.04  0.0489
Si  -0.0008  -0.0685  0.0926
Si  -0.0202  -0.0148  0.0773
Si  -0.0049  0.085  0.0565
Si  0.008  0.0138  0.0346
Si  0.0087  -0.2012  -0.0039
Si  0.0059  -0.0142  -0.0145
Si  -0.0754  -0.1007  0.0285
Si  0.0005  0.1584  0.0482
Si  0.0999  -0.0928  0.1159
Si  -0.0136  0.1519  0.0625
Si  -0.0422  -0.0287  0.0368
Si  0.0785  0.0056  0.0476
Si  -0.0521  0.0347  0.1469
Si  -0.1458  0.0899  -0.0448
Si  0.0415  0.0532  0.0414
Si  0.0047  0.1387  0.022
Si  0.0644  0.0328  0.1536
Si  -0.0686  -0.1169  -0.1102
Si  0.1093  -0.1096  -0.0079
Si  -0.0468  0.0326  0.3825
Si  0.0311  -0.0066  -0.0174
Si  0.0056  -0.1869  0.09
Si  -0.1624  -0.1133  0.032
Si  0.0017  0.3414  0.2083
Si  -0.075  0.0608  -0.0996
Si  0.1379  -0.3658  -0.2133
Si  0.0683  0.1773  0.1518
Si  0.1027  0.0572  -0.4514
Si  -0.1383  -0.0068  0.272
Si  -0.002  0.2627  0.0028
Si  0.1293  -0.3064  -0.1406
Si  0.2944  -0.0772  -0.079
Si  -0.1559  0.0717  -0.3952
Si  -0.0513  -0.3641  0.4801
Si  0.0438  -0.3091  -0.671
Si  0.2219  -0.1833  0.0082
Si  -0.2376  0.2451  -0.1607
Si  0.1384  0.216  -0.126
Si  -0.3371  0.4341  0.2835
Si  -0.3535  -0.2855  0.3282
Si  0.1454  0.18  0.5759
Si  -0.204  0.2101  0.0916
Si  0.0734  0.5951  0.1168
O  -0.2171  -0.1691  -0.1907
O  0.1004  0.0983  -0.0762
O  0.0288  -0.0682  -0.0705
O  -0.0731  0.0276  0.0809
O  -0.0013  0.1647  -0.464
O  0.0318  -0.1995  -0.2573
O  -0.2126  0.1049  -0.118
O  0.1983  -0.0488  -0.2422
O  -0.0381  -0.208  -0.1928
O  -0.0121  -0.0438  0.0018
O  0.0848  0.0024  0.2466
O  -0.0442  -0.1042  -0.2832
O  0.063  -0.148  0.2766
O  -0.0521  0.071  0.1324
O  -0.1274  0.1516  0.3607
O  -0.1514  0.0265  0.2556
O  -0.0407  0.0529  0.1789
O  0.058  -0.0121  0.0304
O  -0.1352  0.1668  0.2651
O  0.0123  -0.191  0.2969
O  -0.0131  -0.121  0.3312
O  0.1488  -0.0404  0.2693
O  0.0921  -0.116  0.3017
O  0.0539  0.1388  0.4529
Si  0.0366  -0.1078  0.0208
Si  -0.2269  -0.2238  -0.0508
Si  -0.0123  -0.1325  -0.1236
Si  -0.0008  0.0619  -0.2643
Si  -0.0402  -0.0671  0.2258
Si  0.0416  -0.0538  0.0849
Si  0.009  0.0029  0.1876
Si  -0.0345  0.0717  0.1122
Si  0.0048  -0.1916  0.0391
Si  0.0869  0.0245  -0.4207
Si  -0.0972  -0.2564  -0.3174
Si  0.1107  0.0128  -0.4127
Si  -0.019  0.1146  0.1673
Si  0.1552  0.0125  -0.0032
Si  -0.1318  -0.0092  0.0901
Si  0.0644  -0.0391  0.2459
Si  -0.0749  -0.0447  0.1434
Si  0.1524  0.0386  -0.1784
Si  0.0348  0.019  0.1899
Si  0.0619  -0.0844  -0.1608
Si  -0.1781  0.1227  -0.2154
Si  -0.0436  0.3643  -0.2577
Si  0.0519  -0.0817  0.0049
Si  -0.0324  0.0003  0.2524
Si  0.1075  -0.1008  -0.3068
Si  0.1535  -0.2871  0.1233
Si  0.0153  -0.1318  0.0467
Si  0.0134  -0.1649  0.1562
Si  0.6212  -0.0155  -0.3724
Si  0.0703  -0.0694  0.2291
Si  0.0386  0.1307  0.1586
Si  -0.0659  0.0991  0.1494
Si  0.0945  0.0334  -0.1897
Si  0.0845  -0.0537  0.2552
Si  -0.0196  0.0654  -0.11
Si  -0.0123  0.0236  0.3192
Si  -0.04  0.1155  0.0503
Si  0.0041  -0.0784  0.0482
O  -0.009  0.0445  -0.0033
O  0.0015  0.092  -0.0917
O  -0.023  0.0004  0.0376
O  0.0371  -0.0195  -0.0327
O  0.0617  -0.0533  -0.0226
O  -0.0877  -0.0613  -0.146
O  -0.0472  0.0645  -0.0108
O  0.0497  -0.0035  -0.1069
O  -0.1301  0.0052  -0.062
O  -0.0141  -0.0234  -0.1387
O  0.1377  -0.0437  -0.078
O  -0.0297  0.0475  -0.1554
O  0.0031  0.0074  -0.0408
O  0.1563  -0.2508  -0.2985
O  0.04  -0.0671  0.075
O  0.0355  -0.0394  0.0613
O  -0.0872  0.0503  -0.0648
O  -0.0299  0.096  0.1302
O  0.0196  -0.0009  0.0055
O  0.0534  0.0469  -0.0202
O  0.0021  -0.0077  0.1449
O  0.0249  0.0648  -0.0642
O  -0.0699  0.0164  0.007
O  -0.0715  0.036  0.1094
O  0.0455  -0.1363  -0.0285
O  -0.0539  -0.0496  -0.0598
O  0.021  0.0836  0.1995
O  -0.0873  0.0811  0.103
O  -0.1801  -0.1126  0.2454
O  -0.1294  0.2151  -0.1503
O  -0.0741  0.0083  -0.0004
O  0.0736  0.0038  -0.1225
O  -0.0666  0.0913  -0.1695
O  0.0736  -0.024  -0.05
O  -0.0904  0.1008  -0.2061
O  -0.0186  0.0495  -0.0352
O  0.0482  -0.0385  -0.0749
O  0.0859  0.0764  0.1934
O  -0.0182  0.083  -0.0159
O  0.0006  0.0084  -0.0491
O  -0.0135  0.0401  0.0992
O  -0.0129  -0.0271  -0.141
O  -0.0141  -0.0007  -0.0996
O  0.0855  -0.0956  0.2726
O  -0.0207  -0.0927  -0.0756
O  -0.0006  -0.0387  0.0184
O  0.003  0.0535  0.2107
O  0.0645  -0.0617  -0.0396
O  -0.0194  0.0114  0.0235
O  -0.0329  -0.019  -0.0936
O  -0.0494  0.0455  0.0724
O  -0.0185  0.0523  -0.0685
O  0.0573  0.1  0.1029
O  -0.0379  -0.0599  0.1551
O  -0.016  0.0516  -0.0291
O  0.0226  0.0722  0.026
O  0.0913  0.0796  -0.1605
O  -0.0697  0.0039  0.4237
O  0.0395  -0.0262  -0.1305
O  -0.0534  0.0102  -0.0673
O  0.0302  -0.0405  -0.0252
O  -0.0186  -0.0159  -0.0442
O  0.0131  0.0553  -0.0029
O  -0.0068  -0.0033  -0.0865
O  0.0163  0.0496  0.2721
O  -0.1121  -0.0157  0.1682
O  -0.0294  0.0317  0.1467
O  0.0253  0.0296  -0.0155
O  -0.2541  -0.094  0.283
O  0.0795  0.0793  0.2746

The program warned: the cutoff lies below the one the program advises for these potential files; the exchange-correlation potential is rough where the density is thin.
